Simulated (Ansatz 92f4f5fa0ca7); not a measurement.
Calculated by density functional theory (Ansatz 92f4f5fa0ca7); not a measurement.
Periodic cell of 212 atoms, Si132O80, from a study of silicon, its oxide and their interface. The atomic structure is a simulated model.
Doubt: the cutoff is far below the 930 eV that the study's wrapper takes by default for these files, so forces and energies are approximate.
This geometry differs little from another in the collection (a relaxation step or a small displacement).

Settings
functional: PBE
potential files: Ansatz PAW
basis: plane waves
wave-function cutoff: 580 eV
density cutoff ratio: 5
exchange-correlation grid ratio: 1
k mesh: 1 x 1 x 1, Gamma-centred
self-consistency stop: 5e-08 eV per atom in the density residual
occupations: fixed
spin: none
net charge: 0

Cell vectors (angstrom)
a 10.938 0 0
b 0 10.938 0
c 0 0 31.7421

Atoms: element, x, y, z (angstrom)
Si -0.3881 0.3562 24.3498
Si 6.1787 -0.5567 24.3298
Si 2.1357 3.3136 24.405
Si 8.6194 2.0944 24.3131
Si 0.4835 5.0919 24.2533
Si 4.7508 6.113 24.3192
Si 3.0402 7.9309 24.4699
Si 7.767 8.5374 24.3102
Si 1.2824 1.4577 25.6221
Si 6.9289 1.2443 25.7113
Si 4.0324 4.1775 25.5335
Si 9.5599 4.0589 25.3938
Si 1.3709 6.7947 25.6594
Si 6.7045 6.8429 25.5356
Si 4.2127 9.6371 25.5521
Si 9.525 9.5435 25.5699
Si 2.7386 0.0402 26.8959
Si 8.2595 -0.075 27.0619
Si -0.0717 2.7956 26.9798
Si 5.4626 2.7441 26.8874
Si 2.7388 5.4601 27.0282
Si 8.1752 5.4489 26.8359
Si -0.0163 8.2014 26.9318
Si 5.4623 8.2293 26.9942
Si 4.1018 1.3673 28.3238
Si 9.5708 1.3673 28.3238
Si 1.3673 4.1018 28.3238
Si 6.8362 4.1018 28.3238
Si 4.1018 6.8362 28.3238
Si 9.5708 6.8362 28.3238
Si 1.3673 9.5708 28.3238
Si 6.8362 9.5708 28.3238
Si 0 0 29.6911
Si 5.469 0 29.6911
Si 2.7345 2.7345 29.6911
Si 8.2035 2.7345 29.6911
Si 0 5.469 29.6911
Si 5.469 5.469 29.6911
Si 2.7345 8.2035 29.6911
Si 8.2035 8.2035 29.6911
Si 1.3673 1.3673 31.0583
Si 6.8362 1.3673 31.0583
Si 4.1018 4.1018 31.0583
Si 9.5708 4.1018 31.0583
Si 1.3673 6.8362 31.0583
Si 6.8362 6.8362 31.0583
Si 4.1018 9.5708 31.0583
Si 9.5708 9.5708 31.0583
Si 2.7345 0 0.6835
Si 8.2035 0 0.6835
Si 0 2.7345 0.6835
Si 5.469 2.7345 0.6835
Si 2.7345 5.469 0.6835
Si 8.2035 5.469 0.6835
Si 0 8.2035 0.6835
Si 5.469 8.2035 0.6835
Si 4.1018 1.3673 2.0507
Si 9.5708 1.3673 2.0507
Si 1.3673 4.1018 2.0507
Si 6.8362 4.1018 2.0507
Si 4.1018 6.8362 2.0507
Si 9.5708 6.8362 2.0507
Si 1.3673 9.5708 2.0507
Si 6.8362 9.5708 2.0507
Si 0 0 3.418
Si 5.469 0 3.418
Si 2.7345 2.7345 3.418
Si 8.2035 2.7345 3.418
Si 0 5.469 3.418
Si 5.469 5.469 3.418
Si 2.7345 8.2035 3.418
Si 8.2035 8.2035 3.418
Si 1.3979 1.3413 4.7387
Si 6.7932 1.3849 4.8678
Si 4.1516 4.0701 4.768
Si 9.5561 4.0995 4.7956
Si 1.3898 6.8561 4.8483
Si 6.8154 6.8438 4.7109
Si 4.0894 9.6089 4.8994
Si 9.6447 9.4983 4.6897
Si 2.6699 0.0797 6.3176
Si 8.2739 -0.0916 5.9781
Si 0.0444 2.724 6.0615
Si 5.3906 2.7528 6.3588
Si 2.8347 5.4778 6.1255
Si 8.1465 5.4916 6.1005
Si 0.0138 8.2321 6.2392
Si 5.5483 8.1864 6.171
Si 3.4426 1.9848 7.5785
Si 10.0167 0.8902 7.1591
Si 1.7476 3.7812 7.302
Si 6.3368 4.6705 7.3793
Si 4.6325 6.394 7.3988
Si 9.2588 7.0685 7.4149
Si 0.769 10.137 7.499
Si 7.4927 9.0366 7.2552
O 0.7912 9.9599 9.1787
O 1.1669 4.5617 8.6538
O 5.2794 -1.4348 10.6045
O 7.0444 9.8558 8.6304
O 3.5624 1.6604 9.2126
O 4.561 6.6655 9.1074
O 6.524 4.9961 9.1949
O 9.8569 6.1437 8.7052
O 2.4363 2.9228 22.8029
O 6.3008 10.8607 22.701
O 7.6781 2.2802 22.9198
O 0.3562 5.6052 22.6741
O 2.3187 8.6284 23.1119
O 8.1713 8.0459 22.7704
O 4.8771 5.8042 22.706
O 11.3105 10.5823 23.0185
Si 0.3244 3.6658 14.9317
Si 6.8761 11.2006 14.0577
Si 3.9504 2.1026 10.7369
Si 3.3888 1.7112 22.2856
Si 1.879 10.102 22.5649
Si 4.8095 10.2264 11.9952
Si 13.3472 11.2013 19.8675
Si 6.3652 13.4571 17.0182
Si 9.6812 3.4247 19.6935
Si 2.7285 17.5678 19.4007
Si -1.4768 13.3035 16.9233
Si 1.5838 8.6222 15.6212
Si 1.0749 6.2775 12.1632
Si 10.4142 11.5842 19.0657
Si 9.5368 6.069 13.9775
Si 5.4282 14.1203 14.3469
Si 11.0066 5.8651 21.0836
Si 6.3945 12.4356 22.2431
Si -1.0312 2.0241 10.0133
Si 5.346 5.7413 21.1606
Si 5.9083 6.3891 9.9964
Si 6.9955 16.0369 12.4338
Si 2.5406 14.5584 12.9413
Si 11.533 10.7183 10.6315
Si 8.8217 10.9554 11.8352
Si 13.1329 9.0587 12.5725
Si 6.6948 3.257 20.0064
Si 8.5649 9.2488 18.8375
Si 8.1322 7.4217 21.2601
Si 6.6978 3.4329 10.0692
Si 6.7945 -1.7068 10.0939
Si 6.2941 10.4649 17.0277
Si -0.1643 5.0132 9.4801
Si -0.9504 7.5508 16.6182
Si 1.4613 5.8658 16.8017
Si 3.5664 9.3564 17.8121
O 8.3854 11.1826 13.4004
O 7.8136 -1.047 11.138
O 10.2556 10.2331 11.5447
O 2.4041 5.6273 18.1235
O 9.59 6.7037 20.9715
O 4.9249 2.1104 22.6792
O 9.7302 3.5316 18.0524
O -4.0147 10.4623 15.514
O 3.0661 8.0758 18.6999
O 0.4611 12.345 10.4165
O 6.7894 17.4405 21.0536
O 6.1754 1.7499 14.049
O 1.3842 6.6031 20.3842
O 3.4907 10.6421 18.8072
O 9.1853 17.8978 15.3093
O 6.993 -3.3375 9.9008
O 14.0612 12.4325 20.6856
O 13.669 13.8415 11.4857
O -0.9898 3.6372 9.8201
O 5.9848 -0.6608 13.0896
O 10.8374 17.642 13.2244
O 4.0953 6.2524 20.2247
O -3.0337 13.3583 16.4361
O 2.0512 7.0462 15.8068
O 5.8602 5.9785 11.575
O 4.3038 0.7881 11.6306
O 6.5653 1.7372 20.6307
O 8.2217 16.9571 13.0038
O 1.098 11.6497 19.0254
O -0.0334 17.2969 17.2808
O 7.5592 4.0024 11.3599
O 5.4454 14.3006 15.9709
O 2.9749 11.243 23.0606
O 10.7871 4.4175 20.3439
O 8.9746 8.092 17.7569
O 7.9097 8.5866 20.1565
O 12.775 18.6041 11.8112
O 6.3532 3.3 18.4291
O 1.3243 15.4289 15.9395
O 2.1915 16.1552 12.7378
O 7.4576 10.1959 18.1265
O 5.6139 4.192 20.7612
O 2.5825 9.5469 16.5185
O -5.2177 11.9771 17.2496
O 9.5082 1.2114 8.6781
O 10.9842 8.7683 16.1659
O 10.5123 13.3953 15.6997
O 3.8928 14.256 13.8153
O -0.9915 1.8468 20.094
O 7.178 2.5576 8.866
O 9.7897 11.8634 17.5916
O -1.0942 10.104 19.421
O 1.2385 13.956 13.7419
O 12.8771 10.0496 20.9371
O 10.0073 15.5003 14.3841
O 1.5743 9.1113 14.0743
O 0.3377 5.675 10.8621
O 8.2026 3.8421 20.236
O 3.7905 9.2089 12.7285
O -5.8302 9.348 17.2451
O 5.2126 3.1364 10.7142
O 1.827 10.3192 11.6037
O 6.2803 4.4073 13.7037
O 8.8638 1.5217 11.1789

Results
free energy: -129408.334 eV
free energy less fixed offsets of O -568.88, Si -635.61 eV per atom: 2.586 eV

Forces (eV/angstrom), in the order of the atoms: element, x, y, z
Si -0.0201 0.0166 0.0031
Si 0.0148 -0.0206 0.0068
Si -0.0094 0.0147 0.0007
Si 0.0205 -0.0119 0.0026
Si 0.0124 -0.0203 0.0129
Si -0.0244 0.0165 0.0132
Si 0.0226 -0.0149 0.005
Si -0.0149 0.0248 0.0106
Si -0.0017 -0.0011 0.0034
Si 0.0017 -0.0017 0.0031
Si 0.0019 0.0017 0.0057
Si -0.0029 0.0027 -0.001
Si -0.0006 -0.0014 -0.0009
Si 0.0033 0.0008 0.0043
Si -0.0051 -0.002 0.0018
Si 0.0028 -0.0006 0.0005
Si 0.0039 0.0025 -0.0034
Si -0.0013 0.0021 -0.0047
Si -0.0018 0.0007 0.0006
Si -0.0011 -0.0011 -0.0042
Si -0.0015 0.001 -0.0033
Si -0.0006 -0.0024 0.0006
Si -0.0012 0 -0.0002
Si -0.0003 -0.0031 0.0011
Si -0.0252 0.1801 -0.3829
Si 0.071 0.1397 0.4784
Si -0.2447 -0.0117 0.3846
Si 0.0467 -0.0342 -0.5705
Si 0.0313 0.172 0.3818
Si -0.2835 -0.2093 -0.543
Si 0.1361 0.0897 -0.4704
Si -0.0109 -0.2947 0.7071
Si 0.072 0.1813 0.0157
Si 0.1021 -0.0451 -0.0105
Si -0.0953 -0.0159 0.007
Si -0.0068 -0.1414 0.0113
Si 0.0642 -0.0792 0.0101
Si -0.0032 0.1034 -0.0021
Si 0.0572 -0.05 0.0211
Si -0.183 -0.0383 0.0501
Si 0.0641 -0.0868 0.0256
Si -0.0441 0.069 -0.0217
Si 0.0099 -0.0093 -0.0082
Si -0.0518 0.0546 -0.0365
Si -0.0759 0.0504 -0.0188
Si 0.0973 -0.0365 0.0304
Si -0.0507 0.0743 -0.0279
Si 0.0282 -0.0615 -0.0184
Si 0.0313 -0.0439 0.0212
Si -0.0397 0.0385 -0.0124
Si -0.0263 0.0334 -0.003
Si 0.0386 -0.0644 0.0348
Si -0.0352 0.0523 -0.0046
Si 0.0442 -0.0798 0.0203
Si 0.0548 -0.018 0.0421
Si -0.0273 0.0067 -0.0023
Si -0.0298 0.0433 -0.0495
Si -0.0252 -0.1049 0.0418
Si 0.0399 -0.0291 0.033
Si -0.0191 0.07 -0.0553
Si 0.0264 -0.0491 0.031
Si -0.0985 0.0138 -0.0792
Si 0.0209 0.1455 -0.0717
Si 0.0995 -0.0157 0.0339
Si 0.3624 -0.1432 -0.5647
Si -0.2258 0.1774 0.5731
Si 0.2304 -0.0318 -0.2632
Si -0.329 -0.0881 0.3755
Si 0.0446 0.2163 0.4073
Si -0.005 -0.2497 -0.487
Si 0.076 0.2743 0.5766
Si 0.0962 -0.2063 -0.6383
Si 0.002 0 0.0151
Si -0.0042 -0.0014 0.0062
Si -0.0114 -0.0141 0.0015
Si 0 0.0042 -0.0022
Si 0.0027 0.0019 0.0019
Si 0.0095 0.0054 0.014
Si 0.0039 -0.0005 0.0027
Si -0.0013 -0.0067 0.0167
Si -0.0068 0.0001 0.0051
Si 0.0075 0.0197 -0.0309
Si -0.0053 0.0007 -0.0172
Si -0.0002 0.0377 -0.0344
Si -0.0051 0.0071 -0.0083
Si -0.0091 0.001 -0.0041
Si -0.0035 -0.0072 -0.0051
Si 0.0012 0.0133 -0.0151
Si -0.0194 0.0175 -0.0391
Si 0.0527 -0.0383 -0.0857
Si 0.0193 -0.0197 -0.0037
Si 0.0353 -0.1237 0.1018
Si 0.0121 -0.0178 0.006
Si 0.0004 0.0234 -0.0005
Si -0.0119 0.0141 -0.0192
Si -0.0029 -0.0478 -0.0039
O 0.0012 0.0015 0.023
O 0.0197 0.0054 -0.0021
O -0.0043 0.0161 0.0127
O -0.0084 0.0271 0.0138
O 0.0258 -0.0019 0.0445
O -0.0269 0.0338 0.014
O -0.0157 -0.068 0.0442
O 0.0092 -0.0141 0.009
O 0.0024 -0.0015 -0.0076
O -0.0031 0.0107 -0.0128
O -0.0046 0.002 -0.0066
O -0.0065 0.01 -0.0206
O -0.0041 0.0043 -0.0058
O 0.0047 -0.0107 -0.0161
O 0.0081 -0.0068 -0.0164
O 0.0006 -0.0029 -0.0053
Si -0.0016 0.0006 0.0052
Si -0.0015 -0.0014 0.0106
Si -0.0592 -0.029 0.0022
Si 0.0074 -0.0006 0.0143
Si 0.0019 -0.0008 0.0112
Si 0.0011 -0.0181 -0.0072
Si 0.004 0 0.0202
Si -0.0004 -0.0043 0.0058
Si 0.0041 0.0046 0.0104
Si -0.0007 0.0007 0.0141
Si -0.0003 -0.0015 0.0055
Si -0.0025 -0.0035 0.0071
Si -0.0057 -0.0016 -0.0113
Si -0.0012 -0.0001 0.0049
Si -0.0018 0.0039 0.0023
Si -0.0007 0.004 0.0097
Si -0.0034 0.0038 0.0146
Si -0.0069 -0.0021 0.0112
Si 0.0689 0.024 0.0308
Si 0.0014 0.0017 0.0094
Si 0.0278 -0.0834 -0.0323
Si -0.0365 0.0542 -0.0122
Si -0.0028 0.0027 0.0017
Si 0.0105 -0.0028 -0.0252
Si 0.0017 -0.0218 0.0049
Si -0.0026 0.0032 -0.0032
Si -0.0046 -0.009 0.0136
Si -0.0044 -0.0038 0.0101
Si 0.0032 -0.0001 0.0147
Si 0.0863 -0.0027 -0.2837
Si -0.0031 -0.0437 -0.0246
Si 0.0007 -0.0012 0.0109
Si -0.0167 0.027 -0.0355
Si -0.0007 0.0001 0.0074
Si -0.0016 0 0.0042
Si 0.0016 0.0011 0.0058
O 0.0003 0.0021 -0.003
O 0.0146 0.0261 0.0142
O -0.0141 0.0085 0.0067
O 0.0003 -0.0012 -0.0047
O 0.0023 -0.0026 -0.0072
O 0.0005 -0.0014 -0.0049
O -0.0004 -0.0006 -0.0055
O 0.0016 0.0043 -0.0108
O -0.0004 0.0009 -0.0038
O -0.0087 -0.0051 0.0119
O -0.0018 -0.0034 -0.0075
O -0.0002 -0.0005 -0.0033
O 0.0059 -0.0004 -0.0083
O 0.0032 -0.0033 -0.0079
O -0.0003 -0.0005 -0.0026
O -0.0024 0.0435 0.0146
O -0.0049 -0.004 -0.012
O 0.022 0.001 0.0001
O -0.0211 -0.0023 0.0095
O 0.0013 0.0027 0.0021
O 0.0021 0.0021 0.0043
O -0.0059 0.001 -0.0082
O -0.001 -0.0007 -0.0042
O 0.0006 0.0024 -0.0017
O 0.0094 -0.0002 0.039
O 0.0037 0.0225 -0.0049
O 0.0032 0.0057 -0.0109
O 0.0033 -0.0063 0.0002
O -0.0032 0.0007 -0.0057
O 0.0012 0 -0.0011
O 0.0091 -0.077 -0.0143
O -0.0006 0.0016 -0.0046
O -0.0033 -0.0014 -0.0054
O -0.0031 -0.0021 -0.0057
O 0.0028 -0.0004 -0.0054
O -0.0003 0.0026 -0.0082
O 0.0001 0.0021 0.002
O -0.0021 0.0019 -0.0065
O -0.0018 -0.0018 -0.004
O 0.0025 -0.0013 0.0029
O -0.0021 0.0031 -0.0059
O 0.0013 0.0039 -0.0055
O 0.0003 0.0007 -0.0012
O 0.0002 0.0019 -0.0033
O -0.0769 -0.0129 0.0584
O -0.0016 0.0036 -0.0012
O 0.0014 0.0016 -0.0027
O -0.0032 -0.0006 -0.004
O 0.0005 0.001 -0.0023
O -0.1258 0.3021 0.2087
O 0.0002 0.0024 -0.0036
O 0.0023 -0.0003 -0.0024
O 0.0039 0.001 -0.0019
O 0.0027 0.0042 -0.0143
O 0.0007 -0.0003 0.0003
O 0.0032 0.0001 -0.005
O 0.0071 0.009 0.0354
O 0.0026 0.0018 -0.0018
O 0.0002 0.0033 -0.0024
O -0.0001 0.0017 -0.0008
O 0.053 -0.0719 -0.0157
O 0.0016 -0.0024 0.0095
O 0.0058 -0.0064 -0.0038
O -0.0261 0.0096 -0.0033

The program warned: the cutoff lies below the one the program advises for these potential files; the exchange-correlation potential is rough where the density is thin.
